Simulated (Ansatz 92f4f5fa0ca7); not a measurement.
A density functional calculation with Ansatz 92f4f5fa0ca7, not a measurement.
Periodic cell of 252 atoms, Si144O100N8, from a study of silicon, its oxide and their interface. The atomic structure is a simulated model.
This geometry differs little from another in the collection (a relaxation step or a small displacement).

Settings: functional r2SCAN; potential files Ansatz PAW; basis plane waves; wave-function cutoff 800 eV; density cutoff ratio 5; exchange-correlation grid ratio 1; k mesh 1 x 1 x 1, shifted by 0.5 0.5 0 of a step; self-consistency stop 1e-10 eV per atom in the density residual; occupations fixed; spin none; net charge 0.

Cell vectors (angstrom)
a 10.888 0 0
b 0 10.888 0
c 0 0 35.9678

Atoms: element, x, y, z (angstrom)
Si 1.4934 1.4194 1.4066
Si 3.1689 2.326 -0.037
Si -0.1459 5.7978 -0.1075
Si 3.0535 8.0594 0.1705
Si 5.3301 -0.0277 0.0779
Si 8.4351 2.4012 -0.0369
Si 5.2026 5.7573 0.1487
Si 8.5972 8.0461 0.2842
Si -0.1464 0.2749 0.2296
Si 4.1326 4.035 1.309
Si 1.4072 6.8408 1.3363
Si 4.1594 9.5224 1.5777
Si 6.8998 1.2473 1.3193
Si 9.5989 4.1027 1.1728
Si 6.8749 6.8605 1.393
Si 9.6936 9.5702 1.605
Si 0.0733 2.8091 2.6712
Si 2.7427 0.0113 2.8221
Si 0.1454 8.163 2.8412
Si 2.7337 5.3904 2.6789
Si 5.5317 2.6833 2.6621
Si 8.197 -0.0194 2.8222
Si 5.5534 8.1602 2.8469
Si 8.231 5.4114 2.6559
Si 1.3773 4.1127 4.1126
Si 4.1394 1.3944 4.0895
Si 1.4335 9.5329 4.1957
Si 4.1189 6.7463 4.0623
Si 6.8613 4.0621 4.037
Si 9.599 1.4017 4.053
Si 6.8568 9.5331 4.2045
Si 9.5573 6.7965 4.0679
Si 0.0175 0.0185 5.4724
Si 2.7524 2.7322 5.4586
Si 0.0035 5.4637 5.4538
Si 2.7776 8.1148 5.4526
Si 5.4505 0.0161 5.4773
Si 8.2097 2.7265 5.4126
Si 5.4763 5.3982 5.433
Si 8.2147 8.1383 5.4992
Si 1.3854 1.366 6.8278
Si 4.0961 4.0883 6.8404
Si 1.3647 6.8114 6.8097
Si 4.0862 9.5006 6.789
Si 6.8347 1.3848 6.7818
Si 9.5143 4.1052 6.7857
Si 6.8013 6.78 6.8202
Si 9.554 9.5336 6.8479
Si 0.0006 2.7753 8.1243
Si 2.7034 -0.0841 8.1597
Si 0.0151 8.1448 8.2005
Si 2.702 5.4674 8.1832
Si 5.4628 2.695 8.1691
Si 8.1537 0.0241 8.1554
Si 5.4104 8.1563 8.152
Si 8.1376 5.4079 8.1884
Si 1.3231 4.1162 9.5327
Si 4.1049 1.2587 9.453
Si 1.3562 9.4746 9.6011
Si 4.0236 6.8522 9.554
Si 6.7657 4.0634 9.5802
Si 9.5212 1.435 9.457
Si 6.7457 9.5444 9.4676
Si 9.515 6.7663 9.524
Si -0.0626 0.0449 10.7843
Si 2.6982 2.617 10.69
Si -0.0504 5.4431 10.9753
Si 2.7081 8.1442 11.0682
Si 5.4165 -0.0446 10.9284
Si 8.1826 2.719 10.9205
Si 5.322 5.4391 10.8758
Si 8.0766 8.1544 10.7518
Si 1.3323 1.3611 12.1287
Si 4.0261 3.8808 12.0906
Si 1.1923 6.8655 12.4019
Si 4.0581 9.5716 12.4244
Si 6.8311 1.315 12.2335
Si 9.4707 4.0889 12.3618
Si 6.7096 6.8454 12.1312
Si 10.7251 8.5027 13.2842
Si 0.0725 2.6862 13.6132
Si 2.6538 0.1607 13.6958
Si -1.6 9.6767 12.0082
Si 1.3516 6.0961 14.6925
Si 5.494 2.7277 13.4464
Si 8.1079 -0.0303 13.6562
Si 5.4709 8.1231 13.6792
Si 8.036 5.5939 13.5627
Si 1.9506 3.8896 14.4685
Si 3.9783 1.7404 14.9233
Si 0.818 10.0498 14.7886
Si 4.358 6.7542 15.2583
Si 6.3852 4.4271 14.7917
Si 9.9535 0.8996 14.7907
Si 7.0442 9.2437 15.1274
Si 9.3897 7.2024 14.6226
Si -15.039 -7.7664 17.4774
Si 12.493 6.9331 27.6505
Si -2.8731 35.7127 22.4297
Si 37.2287 -10.5819 29.3972
Si -5.6575 13.6735 21.5322
Si 5.3472 -1.2507 22.8012
Si 12.1162 5.0688 21.3017
Si -14.5882 0.7222 24.3714
Si -12.0635 10.0041 23.6581
Si 8.6535 10.1984 31.8467
Si -1.5677 27.3916 21.9573
Si -5.6972 11.1845 26.5356
Si 9.2221 22.6912 17.0068
Si 21.0505 34.4972 32.1654
Si -0.4758 17.1299 17.1694
Si 8.9414 8.6487 17.2576
Si -4.6385 5.8986 33.3767
Si -5.8685 -2.0833 17.3781
Si -9.8198 0.9719 18.6807
Si -9.8484 1.0858 24.0324
Si 5.7864 21.9078 20.2214
Si -30.874 -11.8095 33.9887
Si -19.0296 3.4851 23.3274
Si -3.0384 3.3323 32.9928
Si -3.9697 -12.777 34.0488
Si -8.6942 3.8255 30.9902
Si -6.7644 13.0311 18.7686
Si 2.0602 20.0587 17.5938
Si 25.4392 6.245 31.6885
Si 14.0961 -19.6574 27.6172
Si -2.1601 4.5744 19.0153
Si 1.0307 -5.1022 32.8826
Si -3.7623 23.1879 30.5961
Si 4.0089 4.1771 16.6053
Si 3.1868 -11.9861 24.7485
Si 6.0053 0.5221 17.1767
Si 2.3448 4.4739 26.3628
Si -0.5791 2.5861 20.4471
Si -29.9082 -2.2972 29.8503
Si 9.4991 13.2237 29.1725
Si 0.5505 -17.4125 28.5403
Si -19.6483 6.0519 18.4653
Si 2.2515 23.621 33.1202
Si -3.0684 8.1326 22.2765
Si -21.229 -1.9522 25.8919
Si -14.8316 8.6754 19.4651
Si -10.6034 8.4512 31.6405
Si 0.3205 11.8927 26.885
O -5.127 -0.9699 34.743
O -12.8127 -12.485 22.4059
O 7.2477 -6.9076 18.7547
O 4.2928 1.1686 35.5974
O 12.3491 21.1692 18.6244
O 9.5694 6.9092 35.5773
O -24.6433 10.9407 30.5722
O 11.742 -17.6985 26.9498
O -6.7735 -3.9852 35.6833
O -11.5282 12.7131 30.5374
O 1.2027 8.6871 30.3247
O 11.4989 -0.4169 34.9499
O 6.5895 11.6506 25.8748
O -22.3909 7.799 17.6364
O -11.3898 -1.9747 24.658
O 3.314 3.7149 27.4142
N -4.6308 9.7815 16.6472
N 3.0273 3.091 15.615
O -7.6417 16.0772 17.6548
O 5.4186 19.3887 18.9255
O 24.6209 37.0373 13.1411
O -4.4276 8.4822 23.0844
O -36.3908 -0.6192 19.7717
N 10.6801 6.3422 15.4847
O -3.4745 -5.9939 32.8364
O 2.7089 6.868 15.2905
O 23.8145 5.7304 20.0548
O -1.2019 30.8146 31.4103
O -8.8235 -2.1002 25.3155
O -3.5851 -13.9142 20.7814
O 4.4073 20.8698 25.7916
O -13.8803 8.1014 18.3371
O 0.1445 17.7932 32.1069
O 7.085 24.1036 31.9526
O 12.4854 2.3386 23.1826
O -4.2894 -7.2381 21.816
N 8.408 8.2388 15.6711
N 5.1171 0.7055 18.7383
O 3.5803 7.6023 30.8254
O 0.891 -4.9459 28.7425
O 20.0205 10.2341 17.4466
O -8.1751 3.9797 24.8754
O 10.9074 38.6619 21.8915
O -12.0904 14.157 19.1085
O 7.1755 -7.0231 16.1112
O 3.5975 -12.2086 17.2655
O -11.036 -9.5558 17.6219
N 4.9102 16.0218 15.4459
O -6.6918 23.3347 26.4721
O 2.3401 15.6488 22.4269
O 2.4691 27.8439 26.5689
O -13.5919 -12.7233 35.0382
O 11.2746 18.5689 26.8861
O 11.3637 3.6823 20.9767
O 11.2213 12.1817 20.1011
O -23.2569 22.2602 32.6718
O -33.5318 12.3587 27.8872
O -5.8291 20.8249 21.2254
O -13.897 24.046 29.4095
O 11.638 5.486 17.856
O 3.5659 20.8875 29.855
N -3.4209 1.5068 17.3338
O -3.2055 -8.0449 34.5373
O 5.7031 5.1377 34.6938
O -8.0581 -8.3553 31.7614
O 1.2019 9.3311 16.2265
O 0.6671 12.6894 32.9209
O 1.0413 -6.4429 31.9695
O 3.3217 15.8476 30.7613
O -5.9603 22.7857 16.0346
O 4.2787 13.8284 20.2075
O -2.3447 10.7505 24.4778
N -5.9133 -7.7436 17.5987
O -6.6784 13.8349 22.8085
O -5.2672 0.8536 30.4743
O -12.15 1.3179 35.5888
O -7.1725 23.415 29.0589
O 6.6188 7.4202 33.8075
O 2.5838 17.1869 32.9115
O 1.0546 20.1353 32.7819
O -11.8449 14.7734 28.8775
O 1.5174 -7.3758 29.5534
O 2.5034 1.8278 18.53
O -4.9154 1.3723 21.2309
O -10.6631 12.4613 25.3584
O -32.3372 10.2774 26.7677
O -1.9331 -6.5833 22.8412
O 18.487 -8.7415 23.7108
O -8.7211 7.6631 18.2241
O 9.1038 -5.4406 17.7028
O 4.9104 -14.3766 16.6447
O -8.2518 18.8531 28.3571
O -8.1998 -2.0005 34.776
O 0.4913 -5.4138 34.3769
O 23.5206 1.4733 27.4581
O 19.9198 2.2334 21.4139
O 14.7976 -1.6563 23.4147
O -26.6722 0.0596 23.5031
O -1.4749 14.0806 32.6243
O 5.4001 -0.152 28.0765
O 8.5215 -4.1156 22.735
O -3.5074 -12.1484 32.6508
O -10.892 11.0426 23.1895
O -8.2669 -8.149 34.4321
O 5.153 6.0479 32.2217
O -12.9552 -27.2744 20.4121
O 2.6935 0.3015 33.3937
O -8.505 0.2747 24.4413

Results
free energy: -152235.163 eV
free energy less fixed offsets of N -386.36, O -570.45, Si -639.56 eV per atom: -2.643 eV

Forces (eV/angstrom), in the order of the atoms: element, x, y, z
Si 0.0034 0.0019 0.0021
Si -0.0062 -0.0025 -0.0615
Si 0.0069 -0.0032 -0.0577
Si 0.004 0.005 -0.0447
Si -0.004 -0.0075 -0.0429
Si -0.0113 0.0054 -0.0553
Si 0.0073 -0.0049 -0.0492
Si -0.002 0.0056 -0.0389
Si 0.0132 -0.0085 -0.056
Si -0.0026 -0.0044 0.0014
Si 0.0016 0.0004 0.002
Si -0.0017 -0.0008 -0.0015
Si -0.0023 -0.0009 -0.0022
Si 0.0007 0.0003 0.0033
Si -0.0004 -0.0014 -0.0013
Si -0.0013 0.0023 -0.001
Si -0.0027 -0.0007 -0.0028
Si -0.0014 -0.0021 -0.0004
Si 0.0025 -0.0019 -0.0026
Si -0.0037 0.001 0.0016
Si 0 -0.0018 -0.0031
Si -0.0029 -0.0004 0.0016
Si -0.0006 -0.0002 -0.001
Si 0.0009 -0.0017 -0.0027
Si 0.0001 -0.0002 0.0006
Si 0.0027 -0.0001 -0.0011
Si -0.0005 -0.0018 -0.0021
Si -0.0004 -0.0001 -0.0001
Si 0.001 -0.0009 0.0027
Si -0.0007 -0.0014 0.0002
Si 0.0017 0.0002 0.001
Si 0 0 -0.0004
Si -0.0007 -0.0005 0.0023
Si 0.001 -0.0003 0.0009
Si -0.0007 -0.0021 0.0015
Si -0.0007 -0.0002 0.0014
Si -0.0012 -0.0001 0.0033
Si -0.0022 -0.0007 0
Si -0.002 0.0005 -0.0022
Si 0.0015 0.0011 0.0013
Si -0.0003 -0.0019 0.0013
Si 0.0004 -0.002 0.0002
Si 0.0014 -0.0013 0.0002
Si -0.0013 -0.0005 0.0007
Si -0.0018 -0.0007 -0.0004
Si -0.0011 0.0007 -0.0014
Si -0.0001 0.0001 0.002
Si -0.0013 -0.0022 0.0003
Si 0.0036 0.0021 -0.0018
Si -0.0017 -0.001 0.0002
Si -0.004 -0.0008 0.0004
Si 0.0016 -0.0018 0.0008
Si -0.0009 0.0016 0.0002
Si 0 -0.0003 0.0001
Si -0.0001 0.0002 0.0023
Si 0 -0.0033 -0.0017
Si -0.0056 -0.0001 -0.0002
Si 0.0018 -0.0071 -0.0009
Si 0.0066 0.0012 0.0024
Si 0.0014 0.0022 -0.0012
Si -0.0005 0.0009 -0.0029
Si 0.0009 0.0007 -0.0006
Si -0.0026 -0.0014 -0.0018
Si -0.0001 -0.0028 -0.0011
Si 0.001 0.0051 -0.0013
Si -0.005 0.001 0.0001
Si 0.001 0.0001 0.0035
Si -0.0069 0.0026 0.0001
Si -0.0008 0.0038 -0.0047
Si 0.0013 -0.0006 -0.0015
Si 0.0041 0 -0.0009
Si -0.0007 -0.0035 -0.0017
Si 0.0023 -0.0024 0.003
Si -0.0034 0.0064 0.0151
Si 0.0209 -0.0033 -0.0089
Si 0.002 -0.0105 0.0041
Si 0.0013 -0.0058 0.002
Si -0.0002 -0.0015 -0.0078
Si -0.007 0.0028 -0.0002
Si -0.0058 -0.0004 -0.0002
Si -0.0084 -0.005 -0.0101
Si -0.0007 0.0039 -0.0061
Si -0.0036 0.0017 0.0035
Si -0.0194 0.0084 0.0337
Si 0.0023 -0.0044 -0.0085
Si 0.0048 -0.0015 -0.007
Si 0.0008 0.0019 -0.0135
Si -0.0003 -0.0077 0.003
Si 0.0177 0.0034 0.0351
Si 0.0352 -0.023 0.0644
Si 0.0104 -0.0191 0.0467
Si 0.0107 -0.0037 0.0609
Si -0.0037 -0.0083 0.0532
Si 0.0023 -0.0045 0.0154
Si -0.0092 0.0111 0.0471
Si 0.009 0.0082 0.0238
Si 0.0024 0.0064 0.0839
Si -0.0067 -0.0021 -0.0442
Si -0.0053 0.0016 0.046
Si -0.0062 0.0025 -0.0621
Si 0.012 0.0123 0.0818
Si -0.0011 -0.0018 0.0592
Si -0.0067 -0.0094 0.0748
Si 0.0055 -0.0059 0.0136
Si 0.0041 0.0039 0.027
Si 0.0112 0.0144 -0.0715
Si -0.0001 0.0047 0.0598
Si -0.0049 -0.0011 -0.026
Si 0.0203 -0.0038 0.0871
Si -0.0007 -0.001 -0.0732
Si -0.0068 -0.023 0.0992
Si -0.0075 -0.0197 0.0936
Si -0.009 -0.0028 -0.0898
Si -0.0075 0.0104 0.0917
Si 0.0058 0.0123 0.0816
Si 0.0049 -0.0076 0.0183
Si 0.0022 -0.0074 0.1008
Si -0.0268 -0.0017 -0.1015
Si -0.0084 -0.0111 0.0364
Si 0.0082 -0.0132 -0.0926
Si 0.0059 -0.004 -0.0857
Si -0.0063 0 -0.0797
Si -0.0177 -0.0043 0.0861
Si 0.0143 -0.0012 0.0903
Si -0.0076 0.0068 -0.0815
Si -0.001 0.0006 -0.0373
Si 0.0169 -0.0082 0.1039
Si 0.0177 0.0022 -0.095
Si -0.013 -0.0056 -0.0703
Si 0.0058 0.012 0.0939
Si -0.0056 0.0027 0.0091
Si -0.0214 0.0185 0.0621
Si 0.0033 0.0051 -0.0079
Si -0.0062 0.012 0.0792
Si 0.0097 0.0118 -0.0712
Si 0.0053 0.0122 -0.0644
Si -0.0015 0.0102 -0.0501
Si -0.0223 -0.0066 0.1059
Si -0.0151 0.0113 -0.0936
Si 0.0095 0.0108 0.0625
Si 0.0054 0.0024 -0.0096
Si 0.0009 0.0033 0.1064
Si 0.0063 0.0014 -0.0782
Si 0.012 -0.0132 -0.0214
O -0.0153 0.0189 0.0444
O -0.0108 -0.0082 -0.0195
O -0.0227 -0.0163 -0.0582
O 0.0066 -0.0021 0.0269
O -0.0004 -0.0153 -0.0337
O -0.0044 -0.0012 0.0205
O 0.0101 -0.0123 0.0297
O -0.0035 0.001 0.0172
O -0.0082 0.0025 0.0239
O 0.0052 -0.0057 0.0688
O -0.023 -0.0044 0.0458
O -0.018 0.0054 0.0522
O -0.0007 0.0006 -0.001
O -0.0019 0.0008 -0.0366
O -0.002 0.003 -0.0034
O 0.0006 -0.0029 0.0123
N 0.0149 -0.0142 -0.0721
N -0.0198 0.0076 -0.033
O 0.0162 -0.0193 -0.0489
O -0.0123 0.0004 -0.05
O 0.0058 -0.0097 -0.028
O 0.004 -0.0012 -0.0223
O 0.0045 -0.0041 -0.042
N 0.0054 0.0135 -0.0595
O -0.0106 0.0082 0.0317
O -0.0051 -0.005 -0.0231
O 0.0093 0.0132 -0.0696
O -0.0027 0.0029 0.0291
O -0.0001 0.0002 0.0006
O -0.0104 0.0063 -0.0596
O 0.0043 0.0038 0.0046
O 0.0272 0.0076 -0.0649
O 0.003 -0.0126 0.0382
O 0.0042 0.0232 0.0524
O 0.0055 0.0098 -0.0133
O -0.009 -0.0033 -0.025
N 0.0043 -0.0071 -0.0604
N 0.0113 0.003 -0.0755
O 0.0061 -0.025 0.0429
O -0.0014 -0.0085 0.0205
O 0.0051 0.0071 -0.0368
O 0.0004 -0.0013 -0.0064
O 0.0082 -0.0047 -0.02
O -0.0095 0.0104 -0.0504
O -0.0081 0.0271 -0.0596
O 0.0039 -0.0011 -0.028
O -0.0323 -0.0036 -0.0542
N 0.006 0.0154 -0.0372
O -0.0022 -0.0005 0.0126
O -0.0142 0.0093 -0.0335
O -0.0014 0.0027 0.0111
O 0.0068 -0.0103 0.0494
O 0.0062 -0.0061 0.0143
O -0.0072 -0.0108 -0.0301
O 0.0143 -0.016 -0.0552
O 0.0018 0.0019 0.0359
O -0.0097 0.0038 0.0289
O 0.0056 0.0148 -0.0608
O -0.0094 -0.0092 0.0316
O 0.001 0.0131 -0.0439
O -0.0076 -0.0109 0.0232
N 0.0025 -0.0016 -0.0337
O 0.0083 -0.0168 0.0751
O -0.0105 -0.0013 0.0617
O -0.0007 -0.017 0.0487
O -0.0225 0.0198 -0.0759
O 0.0135 0.0021 0.0281
O -0.0096 0.0136 0.042
O 0.004 0.008 0.0312
O -0.0309 0.0101 -0.0581
O -0.0131 -0.0096 -0.065
O -0.0027 0.0023 -0.0071
N 0.0056 0.0156 -0.0606
O 0.0108 -0.0034 -0.0268
O 0.0225 0.0066 0.0321
O 0.0054 -0.0038 0.0218
O 0.0063 -0.0058 0.0279
O 0.0023 0.0098 0.0337
O -0.0107 -0.0007 0.0351
O 0.0378 0.0294 0.074
O -0.0023 -0.0122 0.0233
O 0.0155 -0.0036 0.0457
O 0.0033 0.0009 -0.0363
O -0.0059 -0.0121 -0.0442
O -0.0012 0.0017 0.0062
O -0.0006 0.0033 0.0097
O 0.002 0.0046 -0.019
O 0.0056 0.0091 -0.0188
O -0.0017 0.0179 -0.0343
O 0.0176 0.0227 -0.0481
O -0.0077 -0.0216 -0.0571
O 0.0048 0.0089 0.0347
O 0.007 -0.0159 0.0524
O -0.0203 0.0005 0.082
O 0.0017 0.0008 0.0135
O 0.0176 0.0001 -0.0383
O 0.0092 0 -0.0203
O -0.0046 -0.0043 -0.0166
O -0.0112 0.0054 0.0285
O -0.0027 0.0001 0.0308
O 0.0025 -0.0043 -0.0274
O -0.0212 -0.0176 0.0539
O -0.0034 0.0016 -0.0103
O 0.0135 0.0017 0.0655
O 0.0269 0.0013 0.0425
O -0.0077 -0.0121 -0.0682
O -0.0091 -0.0153 0.034
O -0.001 0.0016 -0.0056

The program warned: the cutoff lies below the one the program advises for these potential files; the forces do not sum to zero within the program's tolerance; empty levels may hold ghost states of the PAW files; the exchange-correlation potential is rough where the density is thin.
